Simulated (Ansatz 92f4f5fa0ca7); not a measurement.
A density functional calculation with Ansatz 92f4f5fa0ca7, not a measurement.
Periodic cell of 221 atoms, Si132O87H1N1, from a study of silicon, its oxide and their interface. The atomic structure is a simulated model.
Doubt: the cutoff is far below the 930 eV that the study's wrapper takes by default for these files, so forces and energies are approximate.
This geometry differs little from another in the collection (a relaxation step or a small displacement).

Settings
functional: PBE
potential files: Ansatz PAW
basis: plane waves
wave-function cutoff: 580 eV
density cutoff ratio: 5
exchange-correlation grid ratio: 1
k mesh: 1 x 1 x 1, Gamma-centred
self-consistency stop: 5e-08 eV per atom in the density residual
occupations: fixed
spin: none
net charge: 0

Cell vectors (angstrom)
a 10.938 0 0
b 0 10.938 0
c 0 0 33.3659

Atoms and the computed forces on them: element, x, y, z (angstrom), force x, y, z (eV/angstrom)
Si -0.2034 0.1967 25.8016 -0.0058 0.0025 -0.0138
Si 5.9738 -0.5533 25.8173 0.0034 -0.0012 0.0042
Si 2.8583 2.7995 25.8932 0.0014 0.0053 -0.0097
Si 8.346 2.3187 25.966 0.0006 -0.0013 0.0009
Si -0.481 6.0087 25.7788 -0.0028 0.0039 -0.0015
Si 5.3658 5.694 25.8517 -0.006 0.004 -0.0183
Si 3.0192 7.84 25.8785 0.0011 -0.0016 0.0044
Si 8.2261 8.2228 26.1984 0.0023 -0.0004 -0.0151
Si 1.4205 1.3592 27.1156 0.0016 -0.0012 0.0057
Si 6.8655 1.1434 27.2862 0.0013 -0.0015 -0.0017
Si 4.225 4.1073 27.2301 -0.0005 -0.0037 0.0071
Si 9.5247 4.1277 27.0404 0.0021 -0.0024 -0.0015
Si 1.3293 6.7959 27.1752 0.0023 -0.0021 -0.0005
Si 6.8132 6.8031 27.3442 0.0028 -0.0009 0.0072
Si 4.1853 9.4728 27.1362 0.0006 -0.0021 -0.0023
Si 9.687 9.6234 27.3092 0.0009 -0.0024 0.0051
Si 2.7725 -0.0364 28.5054 0.0014 -0.0016 0.0006
Si 8.2645 -0.0612 28.6775 -0.0015 0.0028 -0.0009
Si 0.0144 2.7648 28.4889 -0.0032 0.0017 0.0018
Si 5.5276 2.6673 28.5722 0.0012 -0.0004 -0.0007
Si 2.7394 5.433 28.5622 -0.001 0.0035 0.0002
Si 8.2212 5.4035 28.582 -0.0009 -0.0011 0.0002
Si 0.0722 8.1898 28.6063 -0.0007 0.0004 -0.0006
Si 5.463 8.1947 28.6391 -0.0032 0.0016 -0.0002
Si 4.1018 1.3673 29.9476 -0.0694 -0.1633 -0.287
Si 9.5708 1.3673 29.9476 0.3088 0.4722 -0.0116
Si 1.3673 4.1018 29.9476 -0.0233 -0.1628 -0.1635
Si 6.8362 4.1018 29.9476 0.1579 -0.4219 0.1108
Si 4.1018 6.8362 29.9476 -0.3888 -0.11 0.1538
Si 9.5708 6.8362 29.9476 0.0824 -0.1207 -0.1909
Si 1.3673 9.5708 29.9476 0.4803 0.1218 0.0309
Si 6.8362 9.5708 29.9476 0.044 -0.2488 0.5689
Si 0 0 31.3149 0.1238 0.1549 -0.0472
Si 5.469 0 31.3149 -0.001 0.0112 0.0085
Si 2.7345 2.7345 31.3149 -0.0973 -0.0473 -0.0515
Si 8.2035 2.7345 31.3149 0.017 0.0813 0.0345
Si 0 5.469 31.3149 -0.0313 0.04 -0.0123
Si 5.469 5.469 31.3149 -0.0954 -0.0382 -0.0519
Si 2.7345 8.2035 31.3149 -0.0001 0.0379 0.0314
Si 8.2035 8.2035 31.3149 -0.137 -0.0346 0.0153
Si 1.3673 1.3673 32.6821 0.0095 -0.0493 0.011
Si 6.8362 1.3673 32.6821 0.0344 -0.0436 -0.0242
Si 4.1018 4.1018 32.6821 0.0161 -0.0058 -0.0227
Si 9.5708 4.1018 32.6821 -0.0039 -0.0341 -0.0142
Si 1.3673 6.8362 32.6821 0.0483 0.0211 -0.0286
Si 6.8362 6.8362 32.6821 0.0883 -0.02 -0.003
Si 4.1018 9.5708 32.6821 0.0012 -0.051 -0.0247
Si 9.5708 9.5708 32.6821 0.0053 -0.0133 -0.0324
Si 2.7345 0 0.6835 0.025 -0.0175 -0.0133
Si 8.2035 0 0.6835 -0.0627 0.0557 0.0057
Si 0 2.7345 0.6835 -0.0173 0.0353 0.0278
Si 5.469 2.7345 0.6835 -0.0304 0.0203 0.0451
Si 2.7345 5.469 0.6835 -0.0773 0.0612 0.0011
Si 8.2035 5.469 0.6835 0.0154 -0.0168 -0.0033
Si 0 8.2035 0.6835 -0.0206 -0.0167 0.0439
Si 5.469 8.2035 0.6835 -0.0315 0.0571 0.0215
Si 4.1018 1.3673 2.0507 -0.0811 -0.085 0.0412
Si 9.5708 1.3673 2.0507 0.0326 -0.1158 -0.0469
Si 1.3673 4.1018 2.0507 0.0986 -0.0199 -0.0134
Si 6.8362 4.1018 2.0507 0.0998 0.0681 0.0528
Si 4.1018 6.8362 2.0507 -0.0386 -0.085 -0.0102
Si 9.5708 6.8362 2.0507 -0.1068 -0.0396 0.0161
Si 1.3673 9.5708 2.0507 0.1472 0.1559 0.0281
Si 6.8362 9.5708 2.0507 0.0605 -0.0691 -0.0205
Si 0 0 3.418 -0.0219 0.5092 -0.5538
Si 5.469 0 3.418 0.0785 0.0979 0.0584
Si 2.7345 2.7345 3.418 -0.0863 0.2493 -0.0907
Si 8.2035 2.7345 3.418 -0.0058 0.0963 0.3208
Si 0 5.469 3.418 -0.1848 -0.143 0.1601
Si 5.469 5.469 3.418 -0.1623 0.1318 0.2588
Si 2.7345 8.2035 3.418 0.2158 -0.0534 0.0324
Si 8.2035 8.2035 3.418 -0.3868 -0.2477 -0.3856
Si 1.2429 1.503 4.754 0.0014 -0.0036 0.0003
Si 6.8132 1.3915 4.8131 -0.0011 -0.0028 0.0012
Si 4.1082 4.0766 4.8155 -0.006 0.0058 0.0019
Si 9.5228 4.141 4.8543 -0.0011 -0.0015 0.0001
Si 1.3647 6.8345 4.7642 -0.0002 -0.0024 -0.0019
Si 6.775 6.9053 4.8214 0.0032 -0.0042 0.0008
Si 4.1225 9.5748 4.7927 -0.0011 -0.0011 0.0027
Si 9.5635 9.5765 4.6642 -0.0018 -0.0057 0.001
Si 2.6294 0.0456 5.9178 0.0036 0.0052 -0.0047
Si 8.2698 -0.0038 6.0271 0.0015 -0.0018 0.0009
Si -0.0513 2.8595 6.3361 -0.0015 -0.003 -0.0046
Si 5.4471 2.6939 6.2862 0.0011 0.0007 -0.0029
Si 2.723 5.4968 6.1484 -0.0013 -0.0019 -0.0009
Si 8.0857 5.491 6.1994 -0.0039 0.0033 0.0006
Si -0.0706 8.2126 6.0064 0.0016 0.0078 -0.012
Si 5.505 8.3327 6.3183 0.0011 0.0003 -0.0023
Si 3.6603 1.5256 7.3646 -0.0027 0.0037 -0.0039
Si 9.7944 1.0673 7.4484 0.0047 -0.0076 0.0035
Si 1.6127 4.0204 7.6692 0.0045 0.0084 0.004
Si 6.5147 4.3758 7.6246 -0.0005 0.0045 0.0001
Si 4.2879 6.6618 7.4631 0.0027 -0.0043 0.0014
Si 9.3278 7.102 7.3623 -0.0076 0.0022 0.0052
Si 1.095 9.8225 7.2108 -0.0487 0.0362 -0.0916
Si 7.2625 9.4863 7.5695 0.0072 0.0038 -0.0013
O 1.8746 3.8891 25.151 0.0002 -0.0003 0.0059
O 7.1531 9.2622 25.3969 -0.0022 0.0022 0.0035
O 2.7277 2.8196 7.7947 0.0032 -0.0036 -0.0007
O 8.3116 8.2568 8.0294 -0.0015 0.0014 -0.002
O 5.3738 5.5214 7.9579 0.0023 -0.003 -0.0011
O 0.0468 -0.0103 7.8419 -0.0164 0.0206 0.0054
O 4.1624 6.7373 25.3512 0.0031 -0.002 0.0054
O 9.5444 1.2952 25.3918 0.0025 -0.0025 0.0056
O 1.8491 9.1295 8.4596 -0.017 0.0609 -0.0431
N 1.3563 4.5918 9.3401 0.0011 -0.0026 0.0032
O 9.0112 1.3294 8.883 0.0022 0.0014 -0.0008
O 6.98 10.4844 8.8944 -0.0004 -0.0015 0.0019
O 3.6934 0.6713 8.7973 -0.0061 -0.012 0.0081
O 3.5687 7.1624 8.8536 0.0194 -0.0271 -0.0208
O 7.0419 3.8977 9.1316 0.0001 0.0001 -0.0016
O 10.2352 6.2733 8.4625 0.0048 0.0042 -0.0017
O 3.8542 2.1173 24.7619 -0.0005 0.0013 0.0019
O 5.4284 0.0128 24.3582 0.0026 -0.0015 0.0012
O 7.2277 2.7042 24.7844 -0.0001 -0.0007 0.0021
O 11.1243 5.6995 24.2924 -0.0022 0.0024 0.0016
O 9.2848 7.1536 25.4242 -0.0027 0.0026 0.006
O 2.3038 8.4597 24.526 0.0002 -0.0016 -0.0006
O 6.2169 5.1548 24.5192 -0.0008 0.0002 0.0057
O 0.3837 10.361 24.4412 -0.0013 0.0011 0.0046
Si 2.4197 8.0873 9.5303 0.0124 -0.1249 0.0224
Si 11.0742 6.7687 14.4149 -0.0032 -0.002 -0.0036
Si 0.0167 -5.1286 17.2299 0.0007 0.0025 -0.003
Si 4.1728 0.8711 23.7588 0.0007 -0.0023 -0.0035
Si 7.4404 -2.0089 20.3525 -0.001 -0.0005 0.0022
Si 8.2951 0.8228 21.2612 -0.0017 -0.0004 -0.0006
Si 1.7242 9.7431 23.7061 -0.002 -0.0006 -0.0021
Si 10.5257 9.5114 14.421 -0.001 -0.0001 -0.0047
Si 3.9406 9.7899 11.7553 0.0453 0.0107 0.0356
Si 4.9432 16.1486 12.0384 0.0008 -0.0011 -0.0007
Si 6.9516 1.8086 16.8167 -0.0001 -0.0011 -0.0005
Si 4.6349 7.4771 20.2578 -0.0002 0.0004 0.0012
Si 13.2741 8.5649 14.1154 -0.0039 -0.0015 0.0066
Si 3.7433 1.4967 10.2124 0.0038 0.0022 0.0137
Si 7.9351 11.4785 9.8345 -0.0004 -0.0042 0.0047
Si 1.7336 8.3807 20.8271 0.0004 -0.0011 -0.0011
Si 2.5415 -5.3992 21.2915 0.0009 0.0014 -0.0028
Si 2.1938 4.0012 10.7953 -0.0009 0.0009 -0.0026
Si 8.2777 4.4066 17.5557 -0.0018 -0.0013 0.0018
Si 6.957 3.9275 23.7257 0.0008 0.0013 -0.0028
Si 12.6327 3.6523 18.8552 0 -0.002 0.0011
Si 6.3511 3.0976 10.3926 -0.0014 -0.0001 0.0006
Si 4.5485 2.9752 18.4381 0.0004 0.0017 0.0017
Si 7.9654 -0.2471 15.0309 -0.0006 -0.001 -0.0034
Si 10.5621 4.646 12.2732 0.0017 0.0051 -0.0002
Si -1.3615 3.1421 22.595 0.0008 -0.0004 -0.0035
Si 6.2572 7.9057 12.3149 0.004 0.005 0.0019
Si 8.5852 9.6432 12.2898 -0.0004 -0.0039 0.0005
Si 5.5613 2.3313 21.4236 0.0014 -0.0008 -0.0016
Si 12.0322 4.4207 23.8372 0.0013 -0.0023 -0.0027
Si 9.8756 2.7155 19.7128 0.0014 -0.0011 0.001
Si 11.2068 5.9199 9.7119 -0.0021 -0.0022 0.0007
Si -5.3316 5.8833 17.6836 -0.0018 -0.0022 0.0002
Si -0.851 -2.5906 19.0764 0.001 0.0006 0.0016
Si 8.0225 10.1188 17.7478 -0.0005 -0.0009 0.0001
Si 4.8195 6.786 14.6709 0.0008 0.0016 0.0001
O 7.6499 10.3012 13.488 -0.0019 0.0014 0.0033
O 7.007 9.5567 18.8967 0.0013 0.0008 0.0001
O 7.8504 8.1863 12.0215 -0.0001 -0.0012 0.0011
O -1.5854 1.194 20.0518 -0.0002 0.0003 0.0011
O 4.5856 5.4842 13.6436 -0.0016 -0.002 0.0007
O 7.535 9.6484 16.244 -0.0003 0.0008 -0.0003
O -1.4084 -1.3828 18.0972 -0.0003 0.0007 -0.0003
O 4.8905 13.5421 9.9093 -0.0043 -0.0022 0.0006
O 5.4649 9.2338 11.7922 -0.0005 0.0017 0.0011
O 1.1933 7.2019 10.1304 -0.026 -0.0347 0.0121
O 7.0977 1.1261 15.3198 -0.0003 -0.0006 0.0013
O 8.4808 4.2329 23.1723 -0.0005 0.0011 0.0026
O 5.6624 6.5989 11.5142 -0.0045 -0.0016 -0.0019
O 1.4979 6.7836 21.1047 -0.0004 0.0009 0.0002
O -2.1298 8.0107 20.0986 0.0006 0.0005 -0.0011
O 10.143 9.6006 12.8109 -0.0004 0.0002 0.0009
O 15.758 4.4967 17.9552 0.0007 0.0006 0.0011
O 6.0565 8.1445 20.8628 0.0004 -0.0002 -0.0003
O 2.8341 -0.0212 23.6699 0.001 0.0027 -0.0008
O 3.1717 9.5739 13.1671 -0.0025 0.004 0.0158
O 6.0116 3.5297 22.4494 0.0001 0.0008 0.0021
O 9.9547 3.5913 21.0833 -0.0006 0.0001 0.004
O 2.259 4.3579 20.2121 0.0007 0 0.0023
O -5.914 7.0079 18.7275 -0.0001 -0.0002 0.0001
O 0.5422 -2.0893 19.7962 -0.0011 0 -0.0002
O 8.6413 10.5226 10.9364 -0.0022 0.0046 -0.0068
O 11.6741 6.2799 15.8503 -0.0006 -0.0013 0.0026
O 12.1159 4.1766 12.0695 0.0024 -0.0013 0.0011
O 9.6367 10.6927 15.1513 -0.0011 0.0001 0.0025
O 10.367 5.5522 13.6193 -0.0002 0.0028 0.0067
O 0.4364 2.6274 19.0807 0.0006 -0.0003 -0.0008
O 4.0202 11.375 11.4101 0 0.0299 -0.017
O 1.3691 7.3753 13.4934 0.0017 -0.0005 -0.0025
O 12.1361 9.5814 14.8013 -0.0033 -0.0002 0.0042
O 7.2161 5.6049 17.9278 0.0004 -0.0013 0.0009
O 3.4789 -3.2232 14.9477 0.003 -0.0042 0.0058
O 12.0793 4.8567 17.9122 0.0007 0.0006 -0.0003
O 10.9953 3.222 23.4015 -0.0016 -0.0003 -0.0006
O 5.9741 18.6207 13.92 -0.0009 -0.0012 0.0036
O 2.2257 4.8517 22.7414 -0.0003 -0.001 0.0014
O 6.8596 1.5004 20.9363 0.0001 0.0001 0.0003
O 5.3515 -4.6159 16.135 0.0002 0.0011 -0.0007
O 1.4603 -1.6705 22.172 -0.0002 0.0012 0.0028
O -2.1483 3.5566 18.8425 -0.0025 0.0024 -0.0014
O 9.5858 5.0141 16.8091 0 -0.0001 -0.001
O 9.5986 3.3379 12.3922 0.0052 -0.0112 -0.0149
O 4.5194 1.3845 22.2509 -0.0006 -0.0018 0.0042
O 3.3195 -2.4211 20.2887 0.0003 -0.0001 0.001
O 2.9295 2.7624 18.2322 -0.0009 -0.0001 -0.0008
O 3.5697 4.8323 11.2148 0.0001 0.0014 -0.0019
O 6.0772 4.0254 11.7359 0.0017 -0.0011 -0.0013
O 10.0262 7.9817 14.7997 -0.0001 -0.0012 0.0013
O -6.0522 2.8519 20.0383 0 -0.0001 -0.0007
O 7.8972 11.7662 17.7466 -0.0004 -0.0001 0.0003
O 7.9797 -0.7903 21.3578 0.0007 0.0004 -0.0008
O 4.0777 6.1614 21.123 -0.0007 -0.0008 0
O 8.9516 1.5996 22.5712 0.0014 0.0011 0.0008
O 2.4475 2.3933 10.6337 0.0022 -0.0051 -0.0025
O 18.474 3.3158 16.5969 0.0005 0.0008 0.0009
O 3.0699 8.9468 10.7069 0.0278 0.0442 0.0573
O 10.215 5.5538 10.9545 0.0009 0.0047 -0.0069
O 7.1785 1.7194 10.6877 0.0014 -0.0004 -0.0021
O 10.5035 -3.9149 18.2197 -0.0006 0.0002 0.0009
O 5.452 1.9469 17.5051 0.0013 -0.0008 -0.0003
H 8.8481 3.3909 13.0016 -0.0152 0.0019 0.0117

Results
free energy: -133793.624 eV
free energy less fixed offsets of H -15.97, N -385.13, O -568.88, Si -635.61 eV per atom: 0.556 eV

The program warned: the cutoff lies below the one the program advises for these potential files; the forces do not sum to zero within the program's tolerance; the exchange-correlation potential is rough where the density is thin.
